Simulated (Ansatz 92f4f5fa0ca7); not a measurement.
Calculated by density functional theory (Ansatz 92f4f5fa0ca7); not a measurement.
Periodic cell of 236 atoms, Si145O89As2, from a study of silicon, its oxide and their interface. The atomic structure is a simulated model.
Doubt: the cutoff is far below the 930 eV that the study's wrapper takes by default for these files, so forces and energies are approximate.
This geometry differs little from another in the collection (a relaxation step or a small displacement).

Settings
functional: PBE
potential files: Ansatz PAW
basis: plane waves
wave-function cutoff: 580 eV
density cutoff ratio: 5
exchange-correlation grid ratio: 1
k mesh: 1 x 1 x 1, Gamma-centred
self-consistency stop: 5e-08 eV per atom in the density residual
occupations: fixed
spin: none
net charge: 0

Cell vectors (angstrom)
a	11.6015	0	0
b	0	10.938	0
c	0	0	32.0622

Atoms and the computed forces on them: element, x, y, z (angstrom), force x, y, z (eV/angstrom)
Si	-0.2322	-0.0336	23.2906	-0.0309	-0.0007	0.0023
Si	3.6452	0.1902	23.3396	-0.0117	-0.0043	-0.006
Si	7.5087	-0.1176	23.4412	-0.0088	0.0029	-0.0056
Si	1.6531	1.4084	23.4248	0.0242	-0.0182	-0.0042
Si	5.6956	1.4285	23.2481	-0.0041	-0.0019	-0.0063
Si	9.4032	1.2418	23.3508	0.0276	0.0023	0.0015
Si	0.1436	5.3319	23.4344	0.0022	-0.001	-0.0063
Si	4.0887	5.3387	23.4233	0.0007	-0.0085	0.003
Si	8.0145	5.614	23.5391	0.0175	-0.0051	0.0059
Si	2.1303	6.6288	23.3382	0.0037	0.0027	-0.0093
Si	5.941	6.7873	23.5015	-0.0153	-0.0024	-0.0047
Si	9.9798	6.8815	23.5964	-0.0191	0.0088	0.0076
Si	1.8577	2.7124	25.3778	0.0001	0.0028	0.0061
Si	5.7977	2.6883	25.2872	0.0046	-0.0054	0.0029
Si	9.5987	2.7163	25.2477	-0.0112	-0.0077	-0.0137
Si	11.5586	4.0526	25.3838	-0.0002	-0.0019	0.0077
Si	3.8557	4.0033	25.3386	0.002	0.0015	-0.0052
Si	7.7107	4.1174	25.3512	-0.0049	0.0024	0.0066
Si	1.9536	8.1643	25.1975	0.0005	0.0006	0.0036
Si	5.7844	8.1717	25.4001	0.0011	0.0013	0.0062
Si	9.7034	8.2742	25.4361	0.0072	-0.0002	-0.0067
Si	11.6254	9.5787	25.2659	0.0068	-0.0025	-0.0001
Si	3.8611	9.5824	25.2086	0.0015	0.0006	-0.0053
Si	7.6866	9.5367	25.4019	0.0056	-0.0103	0.0026
Si	11.6338	0.0069	27.2056	0.0009	-0.0038	0.0027
Si	3.8847	-0.0314	27.1943	0.0048	-0.004	0.0048
Si	7.75	0.0008	27.2791	0.0012	-0.0016	0.0002
Si	1.9637	1.3355	27.2696	-0.0078	0.0007	-0.0031
Si	5.8159	1.337	27.226	-0.0044	0.0031	-0.0045
Si	9.6822	1.3533	27.1954	0.0005	0.0028	0.0042
Si	11.5691	5.4892	27.2491	0.0023	0.0027	0.0024
Si	3.8283	5.4384	27.2313	-0.0089	0.0027	0.0034
Si	7.7028	5.4722	27.2795	-0.0063	0.0018	-0.004
Si	1.9165	6.8367	27.1828	0.0014	-0.0045	-0.0048
Si	5.7509	6.8013	27.2972	0.009	-0.0026	-0.003
Si	9.6379	6.8341	27.2931	-0.0016	-0.0043	0.0024
Si	1.933	2.7313	29.1742	0.0013	0.0026	0.006
Si	5.7894	2.7225	29.1534	-0.0015	-0.0012	0.001
Si	9.6753	2.7271	29.1445	0.0005	-0.0026	0.0002
Si	0.002	4.1028	29.1653	0	-0.0014	-0.0029
Si	3.857	4.0919	29.1722	0.0002	-0.0003	-0.0026
Si	7.729	4.081	29.18	0.0008	0.0009	-0.0029
Si	1.9271	8.1925	29.1405	-0.0004	-0.0018	-0.0027
Si	5.785	8.2038	29.1871	-0.0024	-0.0011	0.0002
Si	9.6646	8.2174	29.1937	-0.0001	-0.0044	0.0026
Si	0.0006	9.5738	29.1474	-0.0015	-0.0001	-0.0017
Si	3.8583	9.5662	29.1537	-0.0002	0.0004	-0.0037
Si	7.726	9.5592	29.1874	-0.0003	-0.0017	0.0053
Si	0	0	31.0965	0.0318	0.0197	-0.0737
Si	3.8672	0	31.0965	-0.0271	0.0484	-0.0588
Si	7.7343	0	31.0965	-0.0329	0.0875	0.1177
Si	1.9336	1.3673	31.0965	-0.0274	-0.0634	0.0736
Si	5.8008	1.3673	31.0965	0.0021	-0.0124	-0.0609
Si	9.6679	1.3673	31.0965	0.0139	-0.0723	-0.0817
Si	0	5.469	31.0965	0.0133	-0.0035	0.0172
Si	3.8672	5.469	31.0965	0.0205	0.0533	0.0249
Si	7.7343	5.469	31.0965	-0.0013	-0.0062	0.0466
Si	1.9336	6.8362	31.0965	-0.0084	-0.0117	-0.1245
Si	5.8008	6.8362	31.0965	-0.0199	-0.0705	0.1379
Si	9.6679	6.8362	31.0965	0.0414	-0.11	0.1574
Si	1.9336	2.7345	0.9679	0.0424	0.0484	0.0529
Si	5.8008	2.7345	0.9679	-0.0281	0.0354	-0.2033
Si	9.6679	2.7345	0.9679	0.0171	0.0409	0.0351
Si	0	4.1018	0.9679	-0.101	-0.0007	-0.1212
Si	3.8672	4.1018	0.9679	0.0343	0.0053	0.0391
Si	7.7343	4.1018	0.9679	0.0754	0.0462	0.0526
Si	1.9336	8.2035	0.9679	0.0196	0.0257	-0.0791
Si	5.8008	8.2035	0.9679	0.0219	0.0565	-0.0654
Si	9.6679	8.2035	0.9679	-0.032	0.0751	0.0891
Si	0	9.5708	0.9679	-0.0111	0.0236	0.0031
Si	3.8672	9.5708	0.9679	-0.01	-0.0069	0.0526
Si	7.7343	9.5708	0.9679	0.057	-0.0573	-0.0026
Si	11.6227	0.0231	2.8933	-0.0001	-0.0024	0.0007
Si	3.8739	0.0013	2.9139	0.0016	-0.0003	-0.0012
Si	7.7583	0.0035	2.8926	0.0001	-0.0019	-0.0007
Si	1.9535	1.3814	2.9084	-0.0017	0.0011	-0.0003
Si	5.8282	1.3413	2.8533	-0.0014	0.0008	0
Si	9.6733	1.3713	2.9125	0.0005	0.001	0
Si	11.58	5.4943	2.8675	-0.0004	-0.0002	0.0002
Si	3.8953	5.4805	2.9021	-0.0006	-0.0008	0.0013
Si	7.7567	5.497	2.8906	0	-0.0008	-0.0005
Si	1.9325	6.8035	2.8677	0.0003	0	-0.001
Si	5.8287	6.8428	2.8867	-0.0001	-0.0022	-0.0003
Si	9.6734	6.8898	2.9398	-0.0005	0.001	0.001
Si	1.94	2.8122	4.8021	-0.0007	0.0001	-0.0002
Si	5.8588	2.7046	4.7524	0.0001	-0.0017	-0.0008
Si	9.6229	2.7666	4.8353	0.0017	-0.0024	-0.0022
Si	11.5643	4.1	4.7559	-0.0022	-0.001	-0.002
Si	3.9424	4.0791	4.8094	0.001	0.002	-0.0014
Si	7.7442	4.1796	4.844	-0.0024	0.003	0.0013
Si	1.9153	8.1383	4.7959	0.0012	-0.0022	-0.0002
Si	5.8409	8.2358	4.7906	-0.0003	0.0023	-0.0018
Si	9.6858	8.309	4.8787	0.0019	-0.0021	-0.002
Si	11.6581	9.6358	4.8454	-0.0014	0.0023	0.0003
Si	3.8496	9.465	4.7828	-0.0027	-0.0012	-0.002
Si	7.7489	9.6651	4.8804	-0.0002	-0.0011	0.0007
Si	11.6422	0.1936	6.7329	0.0046	0.0027	0.0009
Si	3.7799	-0.079	6.6454	0.0037	0.0018	0.0029
Si	7.7479	0.0454	6.9054	-0.0027	0	0.0022
Si	2.0801	1.4851	6.7348	-0.0072	-0.0029	0.0026
Si	5.74	1.2551	6.6296	0.0033	-0.0044	-0.0014
Si	9.6988	1.4889	6.8389	0.0014	0.0012	0.0008
Si	11.5638	5.4672	6.6556	0.0031	-0.0016	0.0011
Si	4.012	5.4125	6.7723	-0.0025	-0.0003	-0.0006
Si	7.7847	5.6254	6.7813	0.0062	-0.0009	-0.0018
Si	2.0046	6.6187	6.6285	0.0018	0.0004	-0.0012
Si	5.8557	6.9365	6.744	-0.0003	-0.001	0.001
Si	9.7937	7.0002	6.8573	-0.0061	0.0035	0.0015
O	10.0582	7.9085	8.2558	-0.0006	-0.0038	-0.0006
O	7.6928	9.9101	8.2021	0.0014	0.0007	-0.0007
O	7.5259	4.6024	8.0731	-0.0033	0.0021	0.0048
O	3.3639	10.2933	8.178	-0.0009	-0.0002	-0.0021
O	2.0369	7.4909	8.0263	-0.001	-0.0024	0.0004
O	4.0243	4.5659	8.2286	0.0002	0.0004	0.0009
O	9.906	2.3873	8.2375	-0.0014	0.0001	0.0011
O	2.6345	2.3161	8.1061	0.0008	-0.0021	-0.0014
O	11.428	4.5652	8.0398	0.0013	0.0022	-0.0011
O	5.3823	2.3386	7.8313	-0.0009	0.0001	0.0011
O	5.8622	7.9379	8.0829	-0.0009	-0.0008	0.001
O	11.4271	10.2165	8.0837	-0.0005	0.0026	-0.0021
O	11.1804	10.1388	21.8043	0.0066	-0.0053	-0.0001
O	3.2043	10.3935	21.9011	0.0114	-0.0033	-0.0013
O	5.6729	7.8333	22.2294	0.0056	0.0001	-0.0004
O	4.1982	4.4899	21.9807	-0.0039	0.0038	0.0032
O	7.5881	9.7299	22.1579	-0.0022	0.002	0.0026
O	10.2129	7.724	22.1876	-0.0003	0.0043	-0.0067
O	1.62	2.3366	22.041	-0.0081	0.0072	-0.008
O	5.8866	2.4526	21.9294	0.001	0.0018	0.0054
O	8.4982	4.6929	22.2305	-0.0033	0.0012	-0.0051
O	-0.0632	4.4046	22.0501	0.0005	0.001	0.0027
O	2.301	7.3973	21.8821	-0.0034	-0.0068	0.0003
O	9.1255	1.8266	21.8191	-0.0042	-0.0018	-0.0092
Si	1.9405	7.7247	9.6086	0.0013	0.0004	0.0036
As	4.7873	0.5289	17.9099	-0.0164	0.0222	0.016
Si	2.4467	5.2549	13.9419	0.0219	-0.004	0.0064
Si	10.491	3.7714	14.0117	-0.0015	-0.0035	0.0035
Si	8.1843	2.2459	15.1885	-0.0124	-0.0044	0.0141
Si	9.529	2.1935	20.2869	-0.0092	-0.0086	0.0003
Si	10.5995	3.6251	9.0689	0.0006	-0.0022	-0.0022
Si	0.1529	2.3168	11.5269	-0.0018	-0.0033	0.0015
Si	10.9855	8.1001	15.4083	0.0021	0.0046	0.0045
Si	5.139	6.7693	13.8473	-0.0074	0.0293	0.0202
Si	5.7807	2.6023	11.0901	-0.0002	-0.0035	0.0068
Si	8.5209	7.64	19.4139	-0.003	-0.0021	-0.0025
Si	8.1371	4.8235	20.6472	0.0005	-0.001	-0.0006
As	5.9348	9.5928	15.0156	-0.0211	-0.0138	0.003
Si	2.0065	7.7272	20.319	0.0038	0.0152	-0.0089
Si	1.8947	4.9587	18.7821	0.0098	-0.001	-0.0012
Si	4.485	3.5489	18.0664	-0.0099	-0.015	-0.0187
Si	8.4308	8.87	16.7736	-0.0144	0.0081	0.0028
Si	0.8343	9.4229	13.2873	0.0069	0.0045	0.0083
Si	10.034	10.6398	11.5915	-0.0022	0.003	0.006
Si	5.3422	3.7486	21.0721	-0.0009	-0.0047	-0.0036
Si	0.5444	5.4013	16.2068	0.0018	0.001	0.0043
Si	10.8496	9.0872	9.0868	0.0018	-0.0003	0.0023
Si	6.4816	8.8891	21.2918	-0.0066	-0.0044	-0.0057
Si	7.1224	7.0595	11.4069	-0.003	-0.002	0.0043
Si	2.7222	0.6717	12.2047	0.004	-0.0032	0.0074
Si	10.7774	8.7395	21.052	0.0117	-0.0069	-0.0031
Si	5.9918	4.2419	15.5892	0.0006	-0.0073	0.0117
Si	7.1396	0.3743	12.8156	0.0021	-0.0053	0.0058
Si	4.075	2.9618	8.5839	0.0016	-0.0007	-0.0001
Si	0.8645	6.6868	11.8953	-0.0011	0.0007	-0.0008
Si	6.5971	9.0326	9.0561	-0.0025	-0.0013	0.0025
Si	0.6648	3.2721	21.1074	0.0005	-0.0009	-0.0052
Si	9.7697	6.4917	12.8944	-0.0004	-0.0007	0.0032
Si	7.7889	4.4893	9.6757	-0.0058	-0.0033	0.0044
Si	3.8436	10.1316	20.431	-0.0156	0.0157	-0.006
Si	4.2625	2.9268	13.5113	-0.0063	-0.0011	0.014
Si	3.8655	9.9567	9.7005	-0.0036	0.0014	0.0029
Si	7.9343	0.7849	18.0245	-0.0153	0.0002	-0.0078
O	11.4755	3.1414	12.8905	-0.0017	-0.0016	-0.0015
O	9.4044	4.4059	9.8756	-0.0011	0.0014	0.0015
O	8.7496	3.5555	19.8498	0.0015	-0.0001	0.0015
O	3.765	0.4705	19.4147	0.0042	-0.0375	-0.0031
O	11.2234	4.394	15.3263	-0.001	-0.002	-0.0022
O	9.8956	9.7535	10.2256	0.0031	-0.0028	-0.003
O	3.8627	1.3865	13.1421	-0.0051	0.0047	-0.0076
O	0.591	9.0542	14.8594	-0.0008	-0.0018	-0.0042
O	6.4118	1.1664	18.5173	0.0304	-0.0143	-0.007
O	4.766	3.2818	19.642	0.0033	0.0032	0.0193
O	6.2936	1.1534	11.6547	-0.0013	0.0065	-0.005
O	0.5811	8.5889	9.8789	-0.0017	-0.0021	-0.0002
O	5.6736	4.2834	17.1983	0.0024	0.0029	-0.011
O	8.3981	7.1415	12.3839	-0.0006	-0.002	-0.0014
O	4.4215	2.6419	10.1531	-0.0017	0.0016	-0.0023
O	2.0239	5.4495	15.5008	0.003	-0.0058	-0.0209
O	3.3716	0.0018	10.8807	0.001	-0.0022	-0.0046
O	5.8305	6.9994	12.3901	0.0022	-0.0013	-0.0064
O	2.154	6.4588	19.3347	-0.003	0.0056	0.0089
O	0.6473	4.8637	17.738	-0.002	-0.002	-0.0011
O	8.5645	10.8361	12.2223	0.0019	0.0021	-0.0002
O	5.4812	10.0609	9.6376	0.0013	-0.0022	0.0016
O	0.4815	8.2572	20.2214	0.0059	-0.0124	0.0024
O	9.6353	2.488	14.5222	0.0004	-0.0009	-0.0021
O	2.0011	10.5404	13.1923	-0.0041	0.0004	-0.0047
O	9.9562	9.0516	16.2286	-0.0026	-0.0022	0.0006
O	6.3413	9.9622	13.2944	0.002	0.0145	-0.0104
O	7.3248	1.2933	14.1698	0.0015	-0.0023	-0.0152
O	1.6401	3.9681	20.0299	-0.003	0.0015	0.0008
O	5.8743	5.6821	14.8329	0.0004	-0.0091	0.0006
O	7.4393	8.6766	15.4878	0.0132	-0.003	0.0146
O	1.6517	1.7359	11.6374	-0.0002	-0.0005	0.0004
O	7.2098	8.3157	10.3752	-0.0007	0.0059	-0.0071
O	4.1257	2.0894	17.3977	0.0033	-0.0011	0.008
O	7.0596	3.1686	10.2688	0.0035	0.006	-0.0047
O	11.5593	6.9151	16.3567	0.0018	-0.0054	-0.0036
O	7.9608	10.136	17.6763	0.0079	-0.0009	-0.0087
O	3.3044	8.4725	10.0816	0.0009	-0.0014	0.0016
O	7.5096	3.7145	15.3703	-0.0066	0.0012	-0.0034
O	3.2115	4.5302	17.9519	-0.0116	0.0029	0.0034
O	2.8619	3.7323	13.5831	0.0037	0.0159	-0.0012
O	1.368	8.1132	12.4963	-0.0012	-0.0043	-0.006
O	1.1493	5.5626	13.0223	0.0025	-0.0007	-0.0031
O	4.9427	8.1739	14.6629	0.0054	-0.0197	-0.0058
O	11.1509	2.4036	20.2794	0.003	0.0011	0.0025
O	11.017	9.9262	12.6695	-0.0038	0.0008	-0.0026
O	5.3293	3.4939	12.3934	0.0013	-0.004	-0.0003
O	4.9835	3.1155	14.9522	-0.0046	0.0075	-0.0177
O	6.5036	4.8355	20.6586	0	-0.0013	0.0003
O	8.3387	1.5623	16.6499	0.0002	-0.0022	0.0028
O	10.6383	1.1674	11.2573	-0.002	0.0012	0.0021
O	10.8535	6.6292	11.6709	0.0001	0.0007	0.0007
O	3.0814	8.8389	19.7943	-0.0046	0.0063	0.0159
O	1.7166	6.3872	10.5282	-0.0026	0.0008	0.0009
O	7.1004	8.0856	20.0444	-0.0004	0.0011	0.0015
O	8.4023	7.5825	17.7884	0.0004	-0.0024	0.003
O	3.6369	6.2585	13.5297	-0.0191	-0.0187	0.0056
O	9.5607	4.9305	13.3256	0.002	0.0019	-0.0027
O	5.4418	9.9308	20.632	-0.0219	-0.0002	-0.0064
O	10.2428	7.3765	14.1618	-0.0009	-0.0022	-0.0035
O	8.8079	6.1326	19.9569	-0.0036	-0.005	0.0016
O	7.1511	5.7377	10.471	0.0052	-0.0116	-0.0093
O	9.036	1.0789	19.2008	0.01	0.0013	0.0006
O	11.7059	3.2278	10.1837	-0.0014	0.0021	0.0016
O	9.6273	8.7512	19.8917	0.0019	0.0024	0.0039

Results
free energy: -152498.225 eV
free energy less fixed offsets of As -4856.12, O -568.88, Si -635.61 eV per atom: 7.785 eV

The program warned: the cutoff lies below the one the program advises for these potential files; the exchange-correlation potential is rough where the density is thin.
